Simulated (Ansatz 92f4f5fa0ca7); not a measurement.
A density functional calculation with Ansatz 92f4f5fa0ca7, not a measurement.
Periodic cell of 226 atoms, Si133O92B1, from a study of silicon, its oxide and their interface. The atomic structure is a simulated model.
Doubt: the cutoff is far below the 930 eV that the study's wrapper takes by default for these files, so forces and energies are approximate.

Settings: functional PBE; potential files Ansatz PAW; basis plane waves; wave-function cutoff 580 eV; density cutoff ratio 5; exchange-correlation grid ratio 1; k mesh 1 x 1 x 1, Gamma-centred; self-consistency stop 5e-08 eV per atom in the density residual; occupations fixed; spin none; net charge -1 e, with a uniform compensating background and no finite-size correction.

Cell vectors (angstrom)
a  10.938  0  0
b  0  10.938  0
c  0  0  31.9494

Atoms and the computed forces on them: element, x, y, z (angstrom), force x, y, z (eV/angstrom)
Si  10.6299  -0.0015  24.4175  0.0073  0.0559  0.1734
Si  5.0827  0.1244  24.6602  -0.0255  0.0489  0.1698
Si  2.825  2.2934  24.5356  0.0358  -0.0159  0.1608
Si  8.572  2.4361  24.5634  0.0012  -0.0456  0.1736
Si  10.7145  5.5895  24.3354  -0.051  0.0118  0.2006
Si  5.1632  5.6109  24.454  -0.0465  0.0358  0.1548
Si  2.9903  7.9524  24.4056  0.0137  -0.029  0.2205
Si  8.4195  7.8336  24.4161  0.0189  -0.0564  0.1758
Si  1.2949  1.1282  25.843  0.0166  -0.0059  0.0338
Si  6.818  1.3277  25.748  0.0289  0.0045  -0.0358
Si  3.989  4.0103  25.7412  -0.0058  0.0177  -0.0317
Si  9.689  4.023  25.8537  0.0317  0.0015  0.0088
Si  1.3422  6.7941  25.6785  0.0266  0.0138  -0.0465
Si  6.8085  6.7218  25.7537  -0.0006  0.0176  0.0122
Si  4.0026  9.47  25.956  -0.0125  -0.0031  0.0186
Si  9.486  9.4403  25.8055  0.0063  0.0107  -0.0285
Si  2.6379  -0.1331  27.305  -0.0401  -0.0254  0.0208
Si  8.149  -0.0644  27.154  -0.0645  -0.0313  -0.0004
Si  0.0848  2.6582  27.2181  0.0073  0.008  0.0172
Si  5.4609  2.7281  27.1215  0.0111  0.0046  -0.0183
Si  2.6744  5.4211  27.1204  -0.0301  -0.0436  -0.0334
Si  8.1999  5.3755  27.1437  -0.0273  -0.0194  -0.0305
Si  0.0209  8.1597  27.14  -0.0236  -0.0098  -0.0134
Si  5.5141  8.1443  27.1873  0.0033  0.0014  0.0027
Si  4.0952  1.3396  28.5036  -0.0684  -0.0747  0.0457
Si  9.5463  1.3188  28.5138  0.0341  0.048  0.0411
Si  1.3995  4.0723  28.5817  -0.1061  0.0075  -0.0874
Si  6.8138  4.0682  28.5396  -0.0051  0.0041  -0.0159
Si  4.0835  6.7758  28.4968  0.017  0.0894  0.0702
Si  9.5667  6.7883  28.4845  -0.0445  0.0047  0.0855
Si  1.2841  9.4777  28.6608  0.1153  0.1005  -0.1979
Si  6.8269  9.5401  28.578  -0.0202  -0.001  -0.0881
Si  -0.0478  -0.0195  29.9501  -0.0377  0.0782  0.0431
Si  5.4513  -0.0109  29.9089  -0.0036  0.0181  0.0115
Si  2.7728  2.7223  29.9147  0.0188  -0.0834  0.0075
Si  8.1863  2.7062  29.8922  0.0428  -0.0341  -0.0065
Si  -0.0189  5.4422  29.9009  0.0428  0.0045  0.0076
Si  5.4556  5.4495  29.9073  -0.0137  0.0296  -0.0031
Si  2.7363  8.1491  29.9264  0.072  -0.1045  0.0268
Si  8.2205  8.177  29.8944  0.0205  -0.0503  -0.0155
Si  1.3657  1.3823  31.2705  0.003  -0.0158  0.0026
Si  6.8223  1.367  31.2769  -0.046  0.0083  -0.0066
Si  4.1105  4.0858  31.2968  0.0171  0.0257  0.0219
Si  9.5494  4.087  31.2712  -0.0231  -0.0002  0.0001
Si  1.3526  6.8112  31.2878  -0.0293  0.0147  0.0056
Si  6.8287  6.8455  31.2682  -0.0015  -0.0011  0.0052
Si  4.0872  9.5655  31.282  -0.0268  0.0045  -0.003
Si  9.5378  9.55  31.3052  0.02  -0.0321  0.0292
Si  2.7343  0.0252  0.6979  0.0451  0.0309  -0.0012
Si  8.1876  0.0152  0.6973  -0.0076  0.0025  -0.0146
Si  0.006  2.7579  0.7069  0.0073  0.0176  -0.006
Si  5.4783  2.7438  0.7243  0.0018  -0.0222  0.0289
Si  2.7318  5.4645  0.6997  -0.01  0.0052  -0.0196
Si  8.2062  5.4912  0.691  0.0037  0.0154  -0.0237
Si  -0.0017  8.2093  0.7194  0.0081  -0.0127  0.0362
Si  5.4753  8.2298  0.7132  -0.0066  -0.0059  -0.009
Si  4.0943  1.3937  2.1018  -0.0112  0.0112  0.0125
Si  9.5844  1.3653  2.0546  0.078  -0.0269  -0.0248
Si  1.3494  4.1579  2.0924  -0.1018  -0.0164  0.0349
Si  6.8406  4.1493  2.062  -0.088  0.0595  -0.0494
Si  4.0833  6.8543  2.0562  0.0102  0.0519  -0.0406
Si  9.5689  6.8447  2.1011  0.0417  0.0299  0.0191
Si  1.3562  9.627  2.0631  -0.0564  -0.0073  -0.0412
Si  6.8245  9.6373  2.0862  -0.0527  0.048  0.0096
Si  0.0112  0.0431  3.4858  0.0024  -0.0338  -0.0797
Si  5.4672  0.0469  3.5091  -0.1248  0.0483  -0.0617
Si  2.7044  2.7977  3.4399  0.1895  -0.047  -0.0275
Si  8.2488  2.7868  3.3562  -0.1047  -0.0073  0.2025
Si  0.0186  5.5244  3.5385  -0.0669  0.1155  -0.0827
Si  5.4595  5.5243  3.4325  0.1057  -0.1279  -0.0587
Si  2.7085  8.2487  3.3889  -0.0116  0.0577  0.0352
Si  8.2138  8.2882  3.4135  -0.021  -0.2325  -0.0075
Si  1.3478  1.4711  4.8449  0.0265  0.008  0.0073
Si  6.8897  1.5062  4.7792  0.0566  0.0744  0.0048
Si  4.0559  4.1979  4.796  -0.2104  -0.0769  0.0234
Si  9.5592  4.0935  4.8284  -0.0126  0.0046  -0.0123
Si  1.3786  6.9968  4.8765  0.0804  -0.2091  0.0634
Si  6.7913  6.9719  4.7485  0.107  0.2744  -0.0145
Si  4.0467  9.5635  4.8028  0.2533  -0.0523  0.075
Si  9.6031  9.5793  4.8393  0.0308  0.055  0.0437
Si  2.7267  0.0577  6.1347  -0.0036  -0.0435  -0.0602
Si  8.263  0.0912  6.0956  -0.1026  0.0136  0.1427
Si  0.0287  2.8295  6.3045  0.0303  0.0953  0.1522
Si  5.4959  2.9006  6.1446  0.0351  0.0409  -0.0617
Si  2.8933  5.7443  6.1901  0.064  0.0689  0.6649
Si  8.1898  5.6045  6.0223  0.0109  -0.0483  -0.0584
Si  0.0327  8.3253  6.3762  -0.0209  -0.0315  -0.0464
Si  5.3402  8.1539  6.2289  -0.1262  0.0296  0.7591
Si  4.4077  1.1806  7.323  0.0829  -0.1393  -0.1803
Si  9.7969  1.1666  7.5941  0.0202  -0.0103  -0.2118
Si  1.2641  4.574  7.4593  -0.1126  -0.1749  -0.3029
Si  6.4996  4.6968  7.3756  -0.1307  0.063  -0.3419
B  4.33  6.7127  7.6993  0.4184  -0.0042  -1.1444
Si  9.7335  6.6156  7.5077  0.1379  -0.0222  -0.2001
Si  1.2623  9.9531  7.6997  -0.0577  0.0744  -0.1077
Si  6.6369  9.8486  7.3464  0.1355  0.14  -0.354
O  9.5937  1.2427  23.9821  -0.0245  -0.0051  -0.092
O  4.1135  6.8052  23.9498  0.0024  -0.0188  -0.0953
O  4.0175  1.2422  24.0333  0.0025  -0.0016  -0.0872
O  9.543  6.7049  23.8991  0.0042  -0.0007  -0.0941
O  0.0129  5.5692  7.9814  -0.0707  0.016  0.1035
O  5.5285  0.0656  7.8322  -0.0455  0.1033  0.1285
O  0.0523  0.1094  8.1571  0.0189  -0.0202  0.0605
O  5.4268  5.7983  7.9849  0.0617  -0.2888  -0.1448
O  7.4591  4.0852  8.5526  0.2029  -0.14  0.3297
O  8.758  7.0264  8.7923  -0.0783  0.0792  0.2095
O  2.1815  9.4292  9.0043  0.026  0.0178  0.176
O  8.828  1.7552  8.8336  -0.0829  0.1133  0.2382
O  7.5694  9.4145  8.6571  0.0784  -0.1304  0.2286
O  3.6125  1.7727  8.6291  -0.0592  0.0791  0.1969
O  3.6656  7.2393  8.8393  -0.3534  0.2212  0.5405
O  2.0922  3.992  8.7828  0.0918  -0.0239  0.1383
O  8.1422  3.4868  23.357  -0.0605  0.0616  -0.1789
O  0.4573  4.9348  22.9511  0.0529  -0.077  -0.1816
O  1.9101  2.7484  23.2444  -0.0818  0.0397  -0.183
O  5.8331  4.9039  23.1181  0.0761  -0.0719  -0.176
O  5.5349  10.0009  23.4893  0.0329  -0.0516  -0.1393
O  2.4464  8.6841  23.0183  -0.0712  0.0768  -0.2048
O  0.1972  10.0711  23.0796  0.072  -0.0823  -0.1922
O  7.7889  8.5727  23.0699  -0.0704  0.0764  -0.168
Si  8.6665  7.6958  18.4299  -0.0082  0.005  -0.0068
Si  8.8052  6.3623  13.6132  -0.0374  0.018  -0.2157
Si  3.8017  1.5361  14.7223  0.0037  0.0123  -0.1962
Si  2.1451  5.7435  17.619  0.0019  -0.0021  -0.0471
Si  2.4259  3.1402  19.4866  -0.0297  0.0151  0.0953
Si  9.8339  9.0383  12.0524  -0.0052  -0.0305  -0.3119
Si  1.3368  9.4183  22.0716  -0.0056  -0.0141  0.2979
Si  9.1838  0.9719  13.1924  -0.0159  0.0095  -0.2553
Si  1.4277  5.0572  13.0046  0.0377  0.0126  -0.2318
Si  1.8191  8.2442  12.7522  0.0647  -0.0274  -0.3801
Si  6.6595  9.556  22.4161  0.0183  -0.0302  0.2582
Si  4.5403  4.5947  15.7034  -0.0065  0.0166  -0.1811
Si  8.1713  3.065  9.5789  -0.0413  -0.0441  -0.4197
Si  0.8484  8.2456  19.2519  0.0087  0.015  0.1129
Si  6.961  1.3485  21.0796  0.0001  0.0056  0.1709
Si  8.2166  8.3073  9.6619  -0.1552  0.0071  -0.458
Si  10.8993  5.1968  15.5922  0.0048  0.0181  -0.1805
Si  7.5798  9.4912  16.2996  -0.0095  0.0117  -0.1335
Si  9.9419  2.0597  20.2905  0.0031  0.0148  0.1304
Si  3.2489  8.4696  9.8424  0.104  -0.1915  -0.5691
Si  6.7103  3.3438  17.405  -0.0196  0.0201  -0.0278
Si  1.1742  0.2074  19.7961  0.0109  -0.0225  0.1071
Si  3.235  2.8208  12.295  0.0237  0.0237  -0.3431
Si  7.2255  5.3938  19.6798  0.0127  -0.0301  0.1229
Si  5.7469  8.6604  11.5355  -0.0276  -0.0223  -0.4321
Si  5.7978  6.0707  13.1926  -0.0003  0.0429  -0.31
Si  4.642  9.6991  17.5996  -0.0078  -0.0041  -0.0343
Si  1.0304  3.5996  22.1724  0.0114  0.0335  0.2845
Si  4.907  1.4763  18.7889  0.0263  -0.0057  0.0384
Si  3.2078  3.067  9.5123  -0.0496  0.066  -0.4392
Si  6.4589  10.8145  13.7763  -0.0226  -0.0366  -0.2734
Si  10.3642  0.1118  15.9578  0.0088  0.0044  -0.1267
Si  5.6732  3.6404  11.1621  -0.0219  -0.0292  -0.3749
Si  9.8491  3.8986  11.8828  -0.0344  0.0038  -0.3431
Si  2.3559  9.9103  15.5054  0.0085  -0.0274  -0.1826
Si  6.0833  8.1244  19.7861  -0.01  0.0251  0.1186
Si  6.9389  3.9706  22.3715  -0.0136  0.016  0.2749
Si  9.7714  2.7681  17.3574  0.0193  0.0127  -0.017
O  7.2136  6.3899  13.9513  0.0401  -0.0048  0.0955
O  1.8892  7.0576  18.6655  0.0044  -0.0074  -0.0074
O  10.3093  4.0184  16.5055  -0.0175  -0.0405  0.0575
O  6.1772  9.9531  17.0356  -0.0184  0.0027  0.0375
O  10.1587  0.7279  14.4673  0.0398  -0.0176  0.1399
O  8.4549  6.1152  18.8536  0.0053  0.0097  -0.0183
O  5.1778  0.6819  14.4167  -0.0328  0.0245  0.0829
O  5.7349  2.0493  17.5154  0.0007  -0.0038  0.007
O  8.3555  1.9449  20.5374  0.0259  -0.0016  -0.0554
O  2.0009  4.2981  18.4008  -0.0003  -0.0006  -0.0143
O  6.9821  2.7728  10.682  -0.0732  0.0053  0.184
O  4.8691  2.703  12.226  -0.0324  -0.0405  0.1785
O  6.0425  4.3885  16.3432  0.0327  -0.0195  0.0543
O  4.59  3.8844  9.9279  0.0603  -0.0102  0.2284
O  10.6978  2.7771  21.5495  -0.044  -0.0429  -0.11
O  9.7313  6.1535  14.9565  0.0481  -0.0262  0.1147
O  6.0158  6.4878  19.8298  -0.0015  0.0034  -0.0371
O  4.093  0.1649  18.2593  0.0013  0.0023  -0.0006
O  9.2828  10.5559  12.2817  -0.0152  0.0789  0.1146
O  2.8653  4.3697  12.692  -0.0406  0.0249  0.1305
O  1.9213  10.698  21.202  -0.0027  0.0438  -0.1113
O  4.0029  2.7157  19.3706  0.0061  -0.0079  -0.0218
O  0.7416  10.0312  15.9283  -0.0219  0.0096  0.042
O  1.2818  9.8036  18.8253  -0.0028  -0.0078  -0.0293
O  1.7216  1.6616  19.2673  0.008  0.0055  -0.0259
O  8.954  10.3783  16.476  0.0002  -0.0043  0.0382
O  4.8818  8.5798  18.7729  -0.0083  0.0003  -0.021
O  9.556  8.794  10.462  0.081  0.045  0.2285
O  6.7586  4.0839  18.8528  -0.0029  -0.0081  -0.0257
O  2.8361  1.7282  13.4054  0.0145  -0.0458  0.1691
O  5.8369  8.7761  21.2505  -0.0189  -0.0461  -0.136
O  2.5401  2.4567  10.8745  -0.0252  -0.0224  0.27
O  7.6191  4.8525  21.1705  0.0142  0.0481  -0.1413
O  5.2101  7.474  12.5528  -0.0006  -0.0921  0.1546
O  0.4645  9.0686  12.4248  0.0074  0.0114  0.0984
O  7.5903  1.0527  13.5685  -0.0098  0.0029  0.0807
O  7.1167  9.626  14.7286  0.0401  -0.0292  0.1376
O  8.9926  5.0337  12.6787  -0.0188  0.0691  0.1283
O  8.1008  8.0298  16.9  0.008  -0.0101  0.0317
O  6.2221  2.5721  21.8895  0.0007  -0.051  -0.1023
O  2.4717  9.0644  14.0594  0.01  0.0791  0.185
O  0.4352  4.4831  11.8413  0.0217  0.0207  0.1251
O  0.821  8.3157  20.9249  -0.0172  -0.0292  -0.1399
O  9.3896  3.834  10.3271  0.102  0.0574  0.27
O  9.6621  2.3884  12.5155  -0.0056  -0.0764  0.1308
O  7.6288  8.5635  19.3793  0.0134  -0.0085  -0.0265
O  2.5682  8.1076  11.2979  -0.1212  -0.0203  0.3554
O  3.9919  3.052  15.3717  0.0069  0.0308  0.0729
O  0.8439  4.4908  14.4177  -0.046  -0.0012  0.1474
O  10.0677  2.9978  18.949  -0.002  0.0069  -0.0409
O  9.1851  7.8036  12.9267  -0.0209  -0.074  0.1272
O  10.5227  0.5375  20.0751  0.0012  -0.005  -0.0412
O  6.0381  5.0325  11.9333  0.0042  0.0899  0.1732
O  8.1698  2.7426  17.0102  -0.0038  -0.0036  0.0105
O  3.5443  5.4727  16.7213  -0.0266  0.0205  0.0544
O  4.6693  9.1226  10.3782  0.1199  0.0364  0.1987
O  1.5325  6.6777  13.154  -0.0281  -0.0389  0.101
O  4.7797  5.4857  14.3416  -0.0441  -0.0533  0.1648
O  2.0588  3.8487  20.9189  0.0423  -0.0137  -0.1342
O  10.5614  1.3933  16.9544  -0.0046  0.0157  0.0268
O  0.9551  6.0616  16.5442  0.0207  0.0047  0.0581
O  7.3513  10.9496  21.9223  0.0052  0.0499  -0.0964
O  5.9377  0.9055  19.909  -0.0376  -0.0005  -0.071
O  6.0703  10.0231  12.3931  0.0539  0.1347  0.2269
O  2.8566  0.5337  15.5832  -0.017  -0.0243  0.0552
O  7.0622  8.0036  10.7877  -0.0696  0.0173  0.2051
O  10.2519  8.0152  18.6777  -0.0146  -0.0062  -0.0161
O  3.4594  9.1883  16.545  0.0301  -0.0031  0.0588

Results
free energy: -137021.682 eV
free energy less fixed offsets of B -154.04, O -568.88, Si -635.61 eV per atom: 5.448 eV

The program warned: the cutoff lies below the one the program advises for these potential files; the forces do not sum to zero within the program's tolerance; the exchange-correlation potential is rough where the density is thin.
